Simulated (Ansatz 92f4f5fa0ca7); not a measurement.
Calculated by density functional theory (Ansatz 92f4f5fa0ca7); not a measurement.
Periodic cell of 416 atoms, Si264O152, from a study of silicon, its oxide and their interface. The atomic structure is a simulated model.
Doubt: the cutoff is far below the 930 eV that the study's wrapper takes by default for these files, so forces and energies are approximate.
This geometry differs little from another in the collection (a relaxation step or a small displacement).

Settings: functional PBE; potential files Ansatz PAW; basis plane waves; wave-function cutoff 580 eV; density cutoff ratio 5; exchange-correlation grid ratio 1; k mesh 1 x 1 x 1, Gamma-centred; self-consistency stop 5e-08 eV per atom in the density residual; occupations fixed; spin none; net charge 0.

Cell vectors (angstrom)
a  15.4687  0  0
b  0  12.8259  0
c  0  0  36.8772

Atoms and the computed forces on them: element, x, y, z (angstrom), force x, y, z (eV/angstrom)
Si  0.0031  1.1714  34.1707  -0.0035  -0.0021  0.0051
Si  3.8822  1.1659  34.2078  0.002  -0.005  -0.0034
Si  7.7337  1.1737  34.1976  0.0011  0.0044  0
Si  11.6344  1.1683  34.197  0.0019  0.0013  -0.0035
Si  1.9586  7.5834  34.1704  -0.0069  -0.0004  0.0049
Si  5.8351  7.5818  34.209  0.0005  0.0038  0.0058
Si  9.7066  7.5912  34.1827  0.004  0.003  0.0034
Si  13.5604  7.5735  34.1976  0.0052  0.0014  0.0051
Si  1.9336  5.247  34.6103  0.1218  0.024  -0.3564
Si  5.8008  5.247  34.6103  -0.0773  0.0923  0.1423
Si  9.6679  5.247  34.6103  0.1379  0.1447  0.1357
Si  13.5351  5.247  34.6103  0.1971  -0.1083  -0.0204
Si  0  11.6599  34.6103  -0.0933  0.0786  0.4114
Si  3.8672  11.6599  34.6103  0.0757  -0.0141  0.2526
Si  7.7343  11.6599  34.6103  0.2646  0.2062  0.0134
Si  11.6015  11.6599  34.6103  0.1792  0.1187  -0.3665
Si  0  4.664  35.847  -0.0971  0.0245  -0.0062
Si  3.8672  4.664  35.847  0.0205  0.0284  -0.0063
Si  7.7343  4.664  35.847  -0.0116  -0.0006  -0.0042
Si  11.6015  4.664  35.847  -0.0727  -0.0378  -0.019
Si  1.9336  11.0769  35.847  -0.0036  0.0164  0.0148
Si  5.8008  11.0769  35.847  -0.0668  -0.0015  -0.0272
Si  9.6679  11.0769  35.847  -0.0778  -0.0319  -0.0435
Si  13.5351  11.0769  35.847  0.0195  0.0826  0.0363
Si  0  2.332  36.2593  -0.0747  -0.0627  -0.123
Si  3.8672  2.332  36.2593  0.0509  -0.0046  0.069
Si  7.7343  2.332  36.2593  -0.0539  0.0272  0.0206
Si  11.6015  2.332  36.2593  0.139  0.0547  -0.0011
Si  1.9336  8.745  36.2593  0.0456  -0.0198  -0.1421
Si  5.8008  8.745  36.2593  0.0225  0.0175  0.0872
Si  9.6679  8.745  36.2593  0.053  -0.0172  -0.0358
Si  13.5351  8.745  36.2593  0.1249  -0.0188  -0.0017
Si  1.9336  1.749  0.6188  -0.0049  -0.0122  -0.0357
Si  5.8008  1.749  0.6188  -0.0255  0.0386  0.0181
Si  9.6679  1.749  0.6188  -0.0185  -0.0484  -0.046
Si  13.5351  1.749  0.6188  -0.0312  0.0238  0.0159
Si  0  8.162  0.6188  -0.0576  -0.0033  -0.017
Si  3.8672  8.162  0.6188  -0.0412  0.0085  -0.0196
Si  7.7343  8.162  0.6188  -0.0056  -0.0053  -0.012
Si  11.6015  8.162  0.6188  -0.0566  -0.0412  -0.0179
Si  0  5.83  1.031  0.0826  0.0038  0.0277
Si  3.8672  5.83  1.031  -0.0249  0.0149  0.0408
Si  7.7343  5.83  1.031  -0.005  0.0099  0.0051
Si  11.6015  5.83  1.031  0.0687  0.0025  -0.0056
Si  1.9336  12.2429  1.031  0.0015  -0.0173  0.0132
Si  5.8008  12.2429  1.031  0.0556  -0.0172  -0.0073
Si  9.6679  12.2429  1.031  0.0688  0.0252  0.0323
Si  13.5351  12.2429  1.031  -0.0455  -0.0285  0.0085
Si  1.9336  5.247  2.2678  -0.0799  0.0027  -0.1183
Si  5.8008  5.247  2.2678  0.0808  0.0176  0.0673
Si  9.6679  5.247  2.2678  -0.0663  -0.0062  0.1457
Si  13.5351  5.247  2.2678  -0.1858  -0.0222  -0.0132
Si  0  11.6599  2.2678  -0.0066  -0.0209  -0.0934
Si  3.8672  11.6599  2.2678  0.0371  0.018  0.0894
Si  7.7343  11.6599  2.2678  -0.0934  0.0013  0.0073
Si  11.6015  11.6599  2.2678  0.0061  0.0095  0.019
Si  1.9336  2.915  2.68  0.0096  -0.0107  0.0219
Si  5.8008  2.915  2.68  0.0273  -0.0186  -0.0029
Si  9.6679  2.915  2.68  0.0318  0.0119  0.0096
Si  13.5351  2.915  2.68  0.0377  -0.0191  -0.0017
Si  0  9.328  2.68  0.0846  -0.0334  0.0022
Si  3.8672  9.328  2.68  0.0298  -0.0652  -0.0336
Si  7.7343  9.328  2.68  0.0201  -0.0117  0.0082
Si  11.6015  9.328  2.68  0.0715  0.1027  0.0778
Si  0.3888  -0.2181  26.6747  -0.0004  -0.0158  -0.0022
Si  3.6189  -1.7865  28.5382  -0.0087  0.0158  -0.0178
Si  8.2363  0.3407  27.7738  -0.0103  -0.0136  -0.0056
Si  10.5848  0.7609  27.5793  0.021  -0.0241  0.0701
Si  3.667  3.232  28.2722  0.003  0.0082  -0.0048
Si  5.3483  6.9063  26.5923  0.0006  -0.0036  -0.0029
Si  10.7567  5.8296  25.9242  0.0024  -0.0081  0.0045
Si  13.3902  6.3237  27.4777  -0.0358  -0.0364  -0.0023
Si  2.269  6.4891  27.5532  0.0006  -0.0244  -0.0185
Si  6.223  4.1021  26.794  -0.0049  0.0099  -0.0007
Si  9.7464  5.173  28.5733  0.0884  -0.0508  0.0302
Si  13.4709  4.0144  28.0004  0.0186  0.0236  0.0159
Si  -1.4075  10.3225  27.1041  -0.0007  0.0006  -0.0201
Si  3.2454  11.3131  26.2117  -0.0117  0.0045  0.0214
Si  7.6705  10.8101  28.1093  0.0109  0.0141  0.0426
Si  11.0063  10.5409  27.2177  0.0058  0.0117  -0.0106
Si  0.0351  3.475  29.0538  -0.0069  -0.0189  -0.0219
Si  1.6961  4.1398  27.4493  0.0211  0.0165  0.011
Si  7.9588  3.8342  29.3619  0.0038  0.0239  0.0317
Si  11.5677  3.7982  29.3454  -0.0302  0.0677  -0.0284
Si  1.6697  9.8465  29.487  0.0022  -0.005  0.0006
Si  5.9193  7.8242  29.567  -0.0033  -0.0147  0.0187
Si  9.6651  9.8292  29.0926  -0.0145  -0.0109  -0.0193
Si  14.6099  9.8815  29.323  -0.0109  0.0208  0.0023
Si  0.1229  1.1529  29.5861  0.0006  0.0094  0.0192
Si  3.7709  0.4241  29.5782  0.0121  0.0035  0.0092
Si  7.7782  1.4394  29.765  0.0369  0.0104  -0.008
Si  11.4677  1.4314  29.6723  -0.0321  -0.0444  -0.0575
Si  2.05  7.5108  29.7077  0.0194  0.0107  -0.0021
Si  5.7105  10.1624  29.3242  0.0169  0.0018  -0.0026
Si  9.7614  7.412  29.6729  -0.0088  -0.0157  0.0109
Si  13.7189  7.6236  29.5331  -0.0001  0.01  0.006
Si  1.9052  0.4938  31.0118  -0.0101  0.0015  -0.0057
Si  5.7977  0.6428  30.8588  -0.0427  -0.0041  0.006
Si  9.6617  0.6551  30.9582  -0.0035  0.0072  -0.0105
Si  13.53  0.6509  30.7087  0.0249  -0.0098  -0.0023
Si  0.0757  6.8803  30.8453  -0.0103  -0.0043  0.0006
Si  4.0301  7.023  30.8457  0.0041  -0.0148  -0.0146
Si  7.7758  7.1289  30.9235  -0.003  0.0064  -0.0113
Si  11.7618  7.1562  30.9042  0.0071  0.002  -0.0078
Si  0.0617  4.5688  31.2166  0.0228  -0.0005  0.0115
Si  3.9616  4.6707  31.219  0.0023  0.0177  0.0167
Si  7.7324  4.8193  31.4456  -0.0259  -0.0226  0.0071
Si  11.7143  4.8388  31.4164  0.0307  -0.025  0.0178
Si  1.9158  11.0078  31.4987  -0.0013  -0.0045  0.0003
Si  5.8955  11.1724  31.4132  0.0135  -0.0094  -0.0002
Si  9.7523  11.0663  31.1863  0.0004  0.0026  0.0175
Si  13.6673  11.1193  31.1766  0.0041  -0.0069  -0.0081
Si  2.0033  4.0836  32.4889  0.0042  0.0073  -0.0098
Si  5.8082  4.086  32.5679  0.0046  0.013  -0.004
Si  9.7249  4.1412  32.5462  0.0066  0.0022  -0.0047
Si  13.6154  4.0612  32.5466  -0.0405  0.0164  -0.0027
Si  -0.0305  10.4641  32.6244  -0.008  0.0044  -0.002
Si  3.9419  10.4932  32.5835  -0.0067  0.0183  -0.0034
Si  7.8469  10.5275  32.5441  -0.003  0.0044  -0.0067
Si  11.6934  10.5523  32.4635  0.0046  0.0068  -0.0028
Si  1.9673  1.7666  32.9823  0.0021  -0.0024  -0.0025
Si  5.7931  1.7603  32.9483  0.0034  0.0037  -0.004
Si  9.6908  1.7851  33.0094  -0.009  0.0053  0.0179
Si  13.5476  1.7221  32.8776  -0.0004  -0.0046  -0.0037
Si  0.0062  8.1063  32.9149  -0.0019  -0.0003  0.0041
Si  3.934  8.1499  32.9455  0.0035  -0.0051  0.0035
Si  7.7648  8.2252  32.9933  -0.0002  0.0009  -0.0027
Si  11.6604  8.2464  32.972  -0.0074  -0.0049  -0.0052
Si  0  2.332  3.9167  -0.1189  -0.0404  -0.0495
Si  3.8672  2.332  3.9167  -0.0521  -0.0147  0.0497
Si  7.7343  2.332  3.9167  -0.151  -0.047  -0.0017
Si  11.6015  2.332  3.9167  -0.0797  -0.2015  -0.0882
Si  1.9336  8.745  3.9167  -0.1486  0.0239  -0.1303
Si  5.8008  8.745  3.9167  -0.0634  -0.0861  -0.2683
Si  9.6679  8.745  3.9167  -0.1953  -0.1453  0.423
Si  13.5351  8.745  3.9167  -0.1637  -0.1161  0.2023
Si  1.892  6.4117  4.3109  0.0107  0.0053  -0.0054
Si  5.8083  6.4062  4.3468  -0.0018  0.0011  -0.0163
Si  9.6436  6.4065  4.358  -0.0049  -0.0086  -0.01
Si  13.4581  6.4017  4.3335  0.006  -0.0013  -0.0004
Si  -0.0109  12.8233  4.3166  -0.0006  0.0022  -0.007
Si  3.8757  12.8259  4.345  -0.0023  0.0022  -0.0067
Si  7.7128  12.8198  4.3354  -0.0026  -0.0007  -0.0036
Si  11.588  12.8136  4.336  0.0034  -0.0075  -0.0074
Si  -0.0682  5.8134  5.5094  -0.0079  -0.0081  -0.0015
Si  3.8321  5.8278  5.5094  -0.0084  0.0001  -0.002
Si  7.7283  5.8207  5.6452  0.0081  0.0126  -0.0038
Si  11.5397  5.769  5.6331  0.0025  0.0009  0.0057
Si  1.9158  12.2641  5.5544  0.0077  -0.0076  -0.0085
Si  5.7995  12.2601  5.6285  -0.0042  -0.012  0.0073
Si  9.636  12.1677  5.5349  -0.0024  -0.001  0.0036
Si  13.5324  12.2045  5.548  -0.0068  0.001  -0.0003
Si  -0.0562  3.4919  5.9736  -0.0108  0.0057  -0.021
Si  3.8182  3.51  5.9771  0.0042  0.002  -0.0171
Si  7.6996  3.4753  5.9892  0.0141  -0.0017  -0.0095
Si  11.5419  3.4174  5.9972  0.0101  0.0065  -0.0067
Si  1.8506  9.9328  5.9499  -0.0094  0.0033  -0.015
Si  5.7248  9.8999  5.9429  0.0243  0.0079  -0.0162
Si  9.5587  9.8608  6.0578  0.0035  0.0039  -0.004
Si  13.4607  9.8811  6.017  -0.0149  -0.0019  -0.0159
Si  1.8725  2.9439  7.2103  0.0086  -0.002  -0.0009
Si  5.7464  2.9655  7.2334  -0.0175  -0.0262  0.0276
Si  9.6012  2.7165  7.178  -0.003  0.0184  -0.0019
Si  13.4895  2.8334  7.2041  0.0079  -0.0116  0.0028
Si  -0.0457  9.3301  7.2249  0.0203  -0.0376  -0.0057
Si  3.7719  9.3516  7.1432  -0.0028  -0.0161  0.0381
Si  7.5468  9.2528  7.2938  0.0038  -0.0161  -0.015
Si  11.5115  9.2277  7.2645  -0.0097  0.0003  -0.0002
Si  -0.128  6.991  7.5357  0.0163  0.037  -0.0148
Si  3.7563  7.0147  7.5266  0.0162  0.0156  -0.0076
Si  7.6372  6.9386  7.7794  0.0078  0.0051  0.0105
Si  11.4606  6.93  7.7268  0.0019  0.0084  0.0112
Si  1.9142  13.4505  7.6025  0.0011  -0.0034  0.0011
Si  5.8203  13.5021  7.6919  -0.0112  0.02  -0.0105
Si  9.626  13.176  7.6403  0.0052  -0.0131  -0.0154
Si  13.5646  13.3275  7.614  0.0084  0.0136  0.0042
Si  1.8033  6.419  8.6973  -0.0139  -0.0247  0.0197
Si  5.5895  6.3716  8.8384  -0.0016  0.0108  0.0372
Si  9.5581  6.2475  9.0424  -0.0028  0.0035  -0.0291
Si  13.4678  6.3436  8.8179  -0.0421  -0.0716  -0.0347
Si  0.037  12.794  8.8616  -0.0255  -0.0108  0.0124
Si  3.8543  12.9229  8.835  0.0375  -0.0191  -0.0157
Si  7.6601  12.6056  8.9219  -0.0104  0.0045  0.0097
Si  11.6641  12.5349  8.7344  0.0079  -0.0103  0.0064
Si  1.8203  4.1287  9.2638  0.0082  0.0117  0.0203
Si  5.62  4.0675  9.3282  0.0173  0.0069  -0.0155
Si  9.5741  3.8904  9.1914  0.0351  0.0116  0.0114
Si  13.4059  4.0614  9.2064  -0.0204  0.0239  0.018
Si  0.2135  10.5132  9.2708  -0.0133  0.0226  0.0354
Si  4.1219  10.6181  9.1085  0  0.0045  -0.0292
Si  6.6158  10.4941  9.1019  -0.0251  -0.0074  0.0484
Si  11.7895  10.2586  9.3704  0.0214  -0.0019  -0.0128
Si  -0.1635  3.8015  10.5254  -0.016  0.0438  -0.0595
Si  3.6574  3.4778  10.597  -0.0066  -0.0379  -0.0136
Si  7.6235  3.5374  10.4703  -0.0277  0.0264  -0.0186
Si  11.5169  3.2251  10.3574  0.0235  0.0203  -0.0056
Si  2.2204  9.9906  10.522  -0.0277  -0.0651  -0.0142
Si  6.7093  9.7806  11.2784  0.0301  -0.0021  -0.0017
Si  9.8471  9.7314  11.9024  0.0094  0.0071  -0.0121
Si  13.8172  9.9162  10.6292  0.0633  -0.0118  -0.0572
Si  0.3035  0.7828  11.0683  -0.0457  -0.1366  -0.0367
Si  3.4606  1.1365  10.9386  0.014  0.0612  -0.0118
Si  8.3053  0.6407  11.0404  0.0002  0.0002  0.0096
Si  11.5139  0.9234  10.6815  -0.0098  0.016  -0.0366
Si  1.9688  7.6744  10.6514  0.0093  0.0448  0.0022
Si  5.075  7.0784  11.0117  0.016  -0.0236  -0.0481
Si  9.6714  6.8814  12.2725  0.0026  0.0007  0.0159
Si  14.3747  7.8071  11.4917  0.0028  0.0175  -0.0029
O  -0.9889  -6.1881  26.2761  0.0413  0.0286  -0.0021
O  0.4617  0.2156  28.2486  0.0015  -0.0046  -0.0201
O  13.244  3.0751  26.6147  -0.0273  -0.0059  -0.0237
O  6.1035  7.3229  27.9852  -0.0101  0.003  -0.016
O  0.5662  7.5413  11.6027  0.0096  0.0059  -0.0097
O  7.8888  4.4389  11.8189  0.0076  0.002  0.0026
O  9.9163  13.689  11.0826  0.0221  -0.0072  -0.0109
O  -0.2846  15.1165  11.1451  -0.0294  0.0858  0.0333
O  4.3621  13.42  12.2033  0.0239  -0.0174  0.0261
O  10.539  9.9809  10.4462  -0.0305  -0.0093  0.0394
O  3.4935  4.222  12.07  -0.0056  0.0244  0.0492
O  3.4342  7.08  11.2087  -0.0215  0.0025  -0.0006
O  13.6103  7.6069  12.9345  -0.014  -0.0049  0.0164
O  1.9587  10.5673  12.0862  0.0135  0.007  0.013
O  15.0398  12.7994  12.2921  -0.0217  -0.0028  0.0012
O  6.5745  17.5743  14.1535  -0.0101  -0.0169  -0.0005
O  10.3383  8.3425  12.602  -0.0002  -0.0074  -0.008
O  3.9823  3.9667  14.6753  0.0241  0.0027  -0.0239
O  5.7599  5.9836  12.0169  0.0156  0.0051  0.0008
O  -0.1918  4.7919  11.8577  -0.0075  0.0289  0.0313
O  10.722  5.8291  12.9237  0.0039  -0.0091  -0.0091
O  13.4219  10.7747  11.9938  -0.0367  0.046  0.0646
O  6.0853  10.8408  12.353  -0.0029  0.0139  0.0052
O  11.2369  3.4831  11.9696  0.0001  -0.0041  0.0016
O  9.5212  5.4564  26.9374  0.0078  0.021  -0.0519
O  8.3469  11.1711  24.3109  -0.0014  -0.0045  0.0059
O  3.8123  6.5353  26.9906  -0.0205  0.0071  0.0097
O  3.6178  1.5909  28.3984  -0.0084  0.0037  -0.0071
O  10.3039  6.7695  24.6852  -0.0094  0.0046  -0.0064
O  -1.0322  -1.0156  26.4899  -0.004  0.0068  0.0049
O  11.8937  6.6237  26.8113  -0.0074  -0.0005  0.0017
O  11.3188  4.415  25.348  0.0008  -0.0144  0.0107
O  1.456  7.5607  26.6167  -0.0528  0.0035  -0.0095
O  1.506  3.5166  25.8929  -0.0021  -0.0246  -0.0245
O  10.0723  10.0265  25.9728  -0.0361  -0.0119  -0.0195
O  3.43  9.9173  25.324  0.0253  -0.0255  -0.0195
O  7.4511  10.1549  26.5881  -0.0097  -0.0105  -0.0341
O  15.9548  1.0984  25.7335  0.009  0.0003  0.0029
O  7.1475  3.0292  25.9555  0.005  0.0056  0.0074
O  10.8214  1.9594  26.4587  0.0192  0.0284  -0.0352
Si  14.6758  -1.3681  22.4107  0.0046  0.0032  0.0034
Si  -2.24  7.4939  21.4212  0.0154  0.0002  -0.0021
Si  15.7383  8.5128  22.8424  0.0026  -0.0142  0.011
Si  9.8  16.5  15.9078  0.0036  0.0061  0.0021
Si  13.0683  13.0476  15.55  0.0047  -0.0038  -0.0024
Si  7.8367  -0.927  21.002  0.0035  0.0035  0.0016
Si  11.8976  2.9252  25.681  0.0025  0.005  -0.0023
Si  1.5356  5.1241  18.5978  0.002  0.0048  0.0008
Si  9.0078  11.99  13.6154  -0.0022  -0.0106  0.0057
Si  15.5295  14.427  22.4305  0.0111  -0.0051  -0.0026
Si  0.2952  12.9518  17.3593  0.0008  0.0015  0.0024
Si  5.1858  11.6143  22.7669  0.0001  0.0061  0.0023
Si  7.7048  13.1157  18.1138  0.0032  0.0002  0.0019
Si  13.5345  12.2554  12.6534  0.0142  -0.0096  -0.0157
Si  13.6722  7.0251  14.4666  -0.0074  0.0058  -0.0012
Si  4.8063  13.7111  13.7488  0.0087  -0.0056  -0.0139
Si  8.5231  6.3359  21.2929  0.0046  0.0039  -0.008
Si  8.9545  12.5842  23.7734  -0.002  0.0086  -0.0009
Si  3.1346  4.7751  13.5552  -0.0099  0.0044  0.0016
Si  12.4658  2.322  22.6401  0.0012  -0.0031  0.0015
Si  7.2273  1.3676  25.9036  -0.004  0.0144  -0.0283
Si  15.9511  10.8493  19.6886  0.0007  -0.0012  -0.0003
Si  11.4829  5.0566  21.2366  -0.0049  -0.0049  -0.001
Si  6.3497  11.0633  13.9467  0.004  0.006  0.0002
Si  0.6253  8.4685  15.5601  0.0017  0.0133  0.0117
Si  5.0349  11.3908  17.7721  0.0015  0.0018  0.0062
Si  7.0978  5.4807  12.7871  -0.0003  0.0139  0.0041
Si  9.001  9.1172  19.8045  -0.0019  -0.0002  0.0004
Si  3.2589  8.1734  21.8101  0.0011  -0.001  0.0032
Si  11.0651  9.4861  21.7081  -0.0069  -0.0015  0.0005
Si  18.3973  -0.2801  15.6078  -0.0018  -0.0052  0.0085
Si  4.3168  0.3813  25.1813  -0.0215  0.0221  -0.0073
Si  0.0562  7.8166  25.8463  0.0153  0.0129  -0.0237
Si  16.7511  8.1399  18.5683  0.0046  0.003  -0.0001
Si  9.2966  7.658  23.7617  0.005  -0.0014  -0.002
Si  10.9991  4.2841  13.3376  -0.0016  0.0127  -0.0006
Si  6.7401  5.7898  19.0442  -0.0044  -0.0027  -0.0015
Si  5.6309  8.911  16.0731  0.0012  0.0009  0.0056
Si  4.5572  9.0896  24.4498  -0.0169  -0.008  0.0066
Si  -0.9138  4.2044  17.596  0.0022  -0.0006  0.0019
Si  15.8958  2.5375  19.447  0.0025  -0.0016  0.0025
Si  19.2442  6.7812  19.2806  0.0008  0.0027  -0.0044
Si  12.6452  6.2389  18.7962  0.0046  0.0062  0.0003
Si  7.0279  3.3013  17.3146  -0.0055  -0.0066  0.0106
Si  1.5782  2.1103  25.0421  -0.0086  0.0186  0.0048
Si  13.4694  3.1305  14.83  -0.0004  0.0036  0.0092
Si  8.5448  9.9803  25.3944  0.03  0.0046  -0.0028
Si  11.6814  12.3074  22.7353  -0.0034  -0.003  0.0058
Si  5.5581  3.5648  14.6749  -0.0072  -0.0047  0.0217
Si  11.0473  6.5349  16.3379  0.007  0.0006  -0.0002
Si  3.2859  7.594  14.6492  0.0071  -0.0017  0.006
Si  -0.0124  4.5881  13.4724  0.0099  0.0084  0.0162
Si  2.1922  10.1609  13.6567  -0.0001  -0.001  -0.0031
Si  10.1797  13.3943  16.1742  0.0022  -0.0021  0.0045
Si  3.5108  -1.8912  20.5093  0.0025  0.0019  -0.0065
Si  8.3479  7.7489  17.1806  0.0017  0.001  0.0043
O  11.5834  6.978  17.8152  0.0037  -0.0009  0.0007
O  8.2009  6.678  13.0094  0.0031  -0.0051  -0.0125
O  17.0231  4.6172  13.8574  0.0308  -0.0024  -0.0112
O  17.4396  11.3046  20.1676  -0.0002  -0.0008  -0.001
O  3.5226  6.8147  20.9199  0.0005  0.0029  0.0028
O  11.0233  -1.7227  21.8516  -0.0008  -0.0028  0.0003
O  12.368  4.1533  14.2082  0.0071  -0.0026  -0.0073
O  10.1159  11.0208  12.8823  -0.0036  0.0074  0.0007
O  -0.9819  3.2454  18.9431  0.002  0.0001  -0.0013
O  16.5586  2.3194  23.4882  -0.0054  -0.0041  -0.0031
O  5.0277  12.9099  23.7299  0.0015  -0.0114  -0.0018
O  11.744  3.6113  21.9436  -0.0013  0.0057  -0.0036
O  5.7066  2.2461  13.7242  -0.0085  0.0197  0.0102
O  10.5904  9.196  20.1702  0.0018  -0.0008  0.0021
O  13.2655  7.36  19.7975  -0.0013  -0.003  0.0075
O  8.136  0.9548  24.5645  0.007  -0.0133  0.0031
O  3.8413  9.3724  20.8633  0.001  -0.0004  0.0013
O  9.7631  3.7182  14.2603  -0.0002  -0.0019  -0.0007
O  8.3045  8.5343  24.7053  -0.0004  -0.0026  -0.0011
O  0.7236  1.4097  18.2889  -0.0013  -0.0019  -0.0042
O  6.4666  4.2996  18.4642  0.0056  -0.0047  -0.0176
O  11.6704  12.7124  16.3612  -0.0004  0.0012  -0.0027
O  -0.7384  7.5607  21.9924  -0.0108  0.0057  0.0045
O  5.651  0.8847  26.0054  -0.0155  -0.0148  0.0046
O  3.7948  -1.1402  21.9213  0.0032  0.0012  0.0053
O  5.377  8.1081  25.4769  0.0012  0.0033  0.0006
O  5.7087  12.4969  14.3367  0.0024  0.0042  -0.0071
O  15.9772  1.7722  20.8717  -0.0006  0.0039  -0.0049
O  8.2772  10.4089  20.4895  0.0022  -0.0018  0.0019
O  14.544  8.0193  15.4173  0.005  0.0033  -0.0032
O  10.3269  15.0195  16.3672  0.0014  0.0015  -0.0039
O  12.8306  14.4802  14.8154  0.0051  0.0043  -0.0056
O  4.492  11.4331  19.309  0.0033  -0.0006  -0.005
O  0.8505  9.7188  14.511  0.0033  -0.0047  -0.0034
O  13.8426  3.4589  16.3696  0.0017  0.0008  -0.0047
O  8.4772  7.7702  20.5298  0.0023  -0.0116  0.003
O  7.8881  6.4776  18.1027  0.0009  0.0027  -0.0046
O  9.6105  7.3402  16.1962  -0.0008  0.0033  -0.0048
O  9.6951  13.0398  14.6438  0.0069  0.0064  0.0037
O  7.281  5.5492  20.5841  0.0027  0.0014  -0.0008
O  6.3661  11.747  21.6705  -0.0004  -0.0005  0.0043
O  14.8305  3.1504  13.9328  -0.0025  0.0011  -0.0062
O  8.7563  8.9889  18.1948  0.0021  -0.0005  -0.002
O  12.1942  6.8746  15.1897  -0.0002  0.0021  0.0023
O  13.7848  5.6055  17.8429  -0.002  0.0039  -0.0012
O  2.9387  8.0663  18.6406  -0.0049  0.0026  -0.0034
O  16.0202  9.2132  19.5687  0.001  0.0028  -0.0039
O  16.9168  3.8283  19.6129  0.0033  0.0036  -0.0012
O  5.8684  3.1463  16.2016  0.0107  0.0014  -0.0235
O  5.4292  10.2478  23.6662  0.0022  0.0126  -0.0065
O  7.9259  11.0485  14.3966  0.0023  0.0025  -0.0018
O  15.5105  12.8229  22.7863  -0.0025  0.0012  -0.0034
O  12.3579  6.2239  22.0113  0.0006  -0.0012  -0.0016
O  14.6125  5.6859  14.3405  0.0039  -0.003  -0.0047
O  15.6356  -1.2192  18.2811  0.002  0.0032  -0.0026
O  3.2186  8.8923  13.6606  -0.0017  0.0053  -0.001
O  11.8678  0.9334  21.9834  -0.0003  -0.0011  -0.0022
O  1.4519  12.8333  16.2172  0.0011  0.0026  -0.0024
O  3.9073  12.0745  16.8207  0.0032  0.0015  -0.0041
O  0.8501  8.7867  17.1347  0.0014  -0.0014  0.0003
O  3.1158  1.5165  25.0618  0.0059  -0.021  0.0051
O  7.0754  8.182  16.2607  0.0054  0.0023  -0.0014
O  9.0812  12.8155  17.2535  0.0003  0.0028  -0.0008
O  6.4587  12.1822  17.6154  -0.0017  -0.001  -0.0025
O  10.7592  4.9147  16.3875  0.0025  0.0007  -0.0012
O  3.5423  1.0153  14.8027  -0.003  0.0052  -0.0026
O  10.5999  12.5868  23.9642  0.0026  -0.0014  -0.0021
O  12.573  8.9168  21.8741  0.0027  -0.0036  -0.0007
O  8.3455  3.911  16.576  -0.006  -0.0015  -0.0013
O  5.2745  9.8216  17.3793  0.0021  0.0069  -0.0007
O  10.1324  8.705  22.8107  0.0016  0.0012  0.0011
O  14.3203  13.0939  16.5937  0.0067  0.0022  0.0009
O  15.8592  7.7715  24.2739  -0.0039  0.0115  0.0289
O  2.8452  11.3996  14.4555  0.0048  0.0072  -0.0001
O  8.3433  6.6613  22.8833  -0.0001  -0.0008  -0.004
O  8.7155  12.6522  22.1588  -0.0009  -0.0051  -0.0063
O  3.6234  6.3081  13.7506  -0.0069  -0.025  -0.0014
O  7.9273  12.8656  19.7044  0.0015  -0.0019  -0.001
O  11.971  5.0318  19.6759  -0.0009  -0.0005  0.0011
O  4.4389  7.8136  15.7962  0.0046  0.0026  -0.0026
O  0.6727  4.5865  17.291  0.0007  -0.0012  -0.0038
O  5.6607  9.859  14.7644  -0.0025  -0.0001  -0.0036
O  1.6884  8.4486  22.0743  -0.002  -0.0008  0.0048
O  14.0814  2.3535  22.4757  -0.0072  0.0006  0.0017
O  7.3321  1.8585  17.9686  -0.0012  0.0198  -0.0074
O  12.2092  2.2585  24.2446  -0.0053  0.0077  0.0018
O  16.2969  6.5949  18.958  0.0032  -0.0033  -0.0036
O  13.3419  12.0538  14.2693  -0.0024  0.0024  0.0159
O  3.9595  8.1072  23.2844  -0.0021  0.0001  -0.0116
O  3.1365  5.4496  18.5415  -0.0026  -0.0019  -0.0041
O  15.2892  10.0809  23.0543  0.0015  -0.0016  -0.0013
O  9.8982  5.4511  21.1945  0.0026  0.0053  0.0003
O  -2.2833  11.7264  23.0606  0.0003  0.0009  -0.0041
O  1.7838  7.3451  15.2569  -0.0005  0.0016  -0.0066
O  14.7842  -1.5626  20.7736  0.0013  -0.001  -0.0033
O  5.3845  6.7236  19.0036  0.0063  0.0023  -0.002
O  7.4305  2.0158  11.0625  -0.0057  -0.0199  0.0001
O  12.4187  0.4263  11.9726  0.0258  -0.016  0.0189
O  12.4847  9.9112  26.9163  0.0147  -0.011  0.017
O  1.9044  0.7891  11.3734  0.057  -0.0243  0.0211
O  9.5568  6.7721  10.6318  0.001  0.0002  0.021
O  4.7258  3.5177  27.0549  -0.0265  -0.001  0.0185
O  4.0564  3.8643  29.7514  0.0012  -0.0183  -0.0371
O  -7.2146  9.4821  11.6943  -0.0195  0.0024  -0.0194
O  8.0784  -0.0789  12.4922  0.0024  -0.0024  0.0104
O  13.6453  6.8152  10.4073  0.0045  0.0089  0.0108
O  -8.6833  4.3275  28.3066  -0.0494  -0.0075  -0.0122
O  1.6158  -1.2125  26.2605  0.0045  0.0176  0.0065
O  6.0986  5.5514  26.0278  -0.0001  0.0023  0.0029
O  11.2666  -0.6672  27.1126  0.0081  0.03  0.006
O  5.7333  8.4912  11.4581  -0.0004  0.0065  0.0065
O  14.9241  -3.5567  26.2122  0.0146  -0.0399  -0.007

Results
free energy: -254275.748 eV
free energy less fixed offsets of O -568.88, Si -635.61 eV per atom: -4.948 eV

The program warned: the cutoff lies below the one the program advises for these potential files; the forces do not sum to zero within the program's tolerance; the exchange-correlation potential is rough where the density is thin.
